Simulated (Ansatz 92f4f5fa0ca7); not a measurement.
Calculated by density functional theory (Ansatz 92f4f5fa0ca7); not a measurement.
Periodic cell of 244 atoms, Si164O80, from a study of silicon, its oxide and their interface. The atomic structure is a simulated model.
Doubt: the cutoff is far below the 930 eV that the study's wrapper takes by default for these files, so forces and energies are approximate.
This geometry differs little from another in the collection (a relaxation step or a small displacement).

Settings
functional: PBE
potential files: Ansatz PAW
basis: plane waves
wave-function cutoff: 580 eV
density cutoff ratio: 5
exchange-correlation grid ratio: 1
k mesh: 1 x 1 x 1, Gamma-centred
self-consistency stop: 5e-08 eV per atom in the density residual
occupations: fixed
spin: none
net charge: 0

Cell vectors (angstrom)
a  10.938  0  0
b  0  10.938  0
c  0  0  36.9674

Atoms: element, x, y, z (angstrom)
Si  0  0  0.683
Si  5.469  0  0.683
Si  2.7345  2.7345  0.683
Si  8.2035  2.7345  0.683
Si  0  5.469  0.683
Si  5.469  5.469  0.683
Si  2.7345  8.2035  0.683
Si  8.2035  8.2035  0.683
Si  1.3673  1.3673  2.0503
Si  6.8362  1.3673  2.0503
Si  4.1018  4.1018  2.0503
Si  9.5708  4.1018  2.0503
Si  1.3673  6.8362  2.0503
Si  6.8362  6.8362  2.0503
Si  4.1018  9.5708  2.0503
Si  9.5708  9.5708  2.0503
Si  2.7345  0  34.9159
Si  8.2035  0  34.9159
Si  0  2.7345  34.9159
Si  5.469  2.7345  34.9159
Si  2.7345  5.469  34.9159
Si  8.2035  5.469  34.9159
Si  0  8.2035  34.9159
Si  5.469  8.2035  34.9159
Si  4.1018  1.3673  36.2832
Si  9.5708  1.3673  36.2832
Si  1.3673  4.1018  36.2832
Si  6.8362  4.1018  36.2832
Si  4.1018  6.8362  36.2832
Si  9.5708  6.8362  36.2832
Si  1.3673  9.5708  36.2832
Si  6.8362  9.5708  36.2832
Si  -0.8908  0.4671  26.9899
Si  5.8604  -0.6222  26.6077
Si  1.9052  3.053  26.9684
Si  8.5777  2.3335  27.2633
Si  0.3881  4.892  27.2012
Si  4.7396  5.8131  26.5622
Si  3.0014  7.5746  26.7754
Si  7.5402  8.4827  26.7439
Si  1.0876  1.2178  28.1043
Si  6.6893  1.1849  28.0234
Si  3.8786  4.0303  27.9175
Si  9.5181  4.0765  28.418
Si  1.3569  6.7342  28.2358
Si  6.5317  6.7365  27.9494
Si  4.0456  9.4183  27.9035
Si  9.3055  9.4531  28.0359
Si  2.6525  -0.118  29.2835
Si  8.0483  -0.1034  29.5109
Si  -0.0604  2.6209  29.669
Si  5.3094  2.6604  29.2721
Si  2.7101  5.3523  29.5565
Si  7.9896  5.4992  29.4208
Si  -0.1259  8.1682  29.3776
Si  5.3295  8.1264  29.4527
Si  3.9874  1.3018  30.7059
Si  9.4425  1.2572  30.8959
Si  1.3364  4.0234  30.9258
Si  6.6945  4.0207  30.7334
Si  4.0397  6.7712  30.8755
Si  9.4464  6.8202  30.7789
Si  1.2906  9.5151  30.742
Si  6.708  9.4791  30.8536
Si  -0.0348  -0.0617  32.187
Si  5.3659  -0.0262  32.151
Si  2.7229  2.6583  32.2114
Si  8.0966  2.7051  32.1689
Si  -0.0862  5.4463  32.1662
Si  5.4338  5.4128  32.1928
Si  2.6513  8.1679  32.1702
Si  8.1433  8.1789  32.2035
Si  1.3329  1.3228  33.5564
Si  6.7692  1.3256  33.5387
Si  4.0774  4.0601  33.5606
Si  9.512  4.0634  33.5351
Si  1.3091  6.8016  33.543
Si  6.8098  6.7913  33.5552
Si  4.0415  9.5377  33.5383
Si  9.5425  9.533  33.5585
Si  2.7983  0.0588  3.4131
Si  8.2663  0.0618  3.4094
Si  0.0514  2.7858  3.4117
Si  5.5154  2.7736  3.4206
Si  2.7858  5.5197  3.4046
Si  8.2521  5.5189  3.4199
Si  0.0533  8.2536  3.4197
Si  5.521  8.246  3.4099
Si  4.1931  1.4017  4.8089
Si  9.6625  1.4207  4.7891
Si  1.4288  4.1719  4.7646
Si  6.8875  4.1614  4.7789
Si  4.1935  6.8568  4.7707
Si  9.6556  6.8773  4.7897
Si  1.4248  9.6658  4.7686
Si  6.8823  9.6636  4.7494
Si  0.1449  0.1361  6.2048
Si  5.6091  0.087  6.2225
Si  2.8376  2.837  6.099
Si  8.3065  2.8269  6.1068
Si  0.1165  5.5336  6.1892
Si  5.5499  5.5082  6.2016
Si  2.8652  8.3151  6.0406
Si  8.3007  8.3387  6.0506
Si  1.5555  1.5714  7.5837
Si  7.0306  1.5177  7.5742
Si  4.1721  4.0921  7.5842
Si  9.6723  4.1224  7.5373
Si  1.5658  6.9843  7.4305
Si  6.9762  6.9866  7.4137
Si  4.1888  9.6185  7.5052
Si  9.6448  9.6926  7.4621
Si  2.9933  0.1793  8.8984
Si  8.4874  0.209  8.9489
Si  0.1507  2.8863  9.0503
Si  5.6132  2.7703  9.0316
Si  2.8716  5.6157  8.8656
Si  8.3522  5.6429  8.7585
Si  0.1709  8.3768  8.7206
Si  5.6204  8.2816  8.8461
Si  4.934  0.792  10.3101
Si  10.3461  1.0351  10.4313
Si  0.9933  4.8707  10.14
Si  6.5992  4.7027  10.0272
Si  4.7522  6.4533  10.1199
Si  10.1008  6.6997  10.026
Si  1.1495  10.1589  9.9882
Si  6.7489  10.0087  10.0317
O  32.3849  -2.7783  24.9614
O  -9.5577  -12.565  23.2947
O  -0.7628  -9.5024  12.0714
O  24.6593  8.8958  13.6856
O  15.074  -5.0912  22.382
O  12.6225  -11.8814  15.8085
O  11.6846  -9.6292  21.8523
O  15.1636  -4.3763  19.8351
O  -23.4552  -37.669  23.5982
O  0.4209  -16.6502  13.9668
O  2.2631  7.9471  25.3282
O  0.6332  -23.6541  20.7021
O  14.259  -5.2191  17.4675
O  1.5903  2.8345  25.2949
O  18.8313  14.9298  19.6758
O  17.7285  -2.3222  15.863
Si  20.0831  -14.2647  24.193
Si  -10.3722  -5.6907  19.9399
Si  4.6543  16.9215  18.3872
Si  4.4808  -15.5353  13.2206
Si  2.0396  0.8966  20.9361
Si  -10.085  -2.1861  16.4965
Si  -21.3874  9.9893  19.3004
Si  -3.867  -25.2856  17.0564
Si  15.8894  0.602  13.5442
Si  -13.5445  -12.2837  18.9984
Si  -9.3304  16.58  12.9455
Si  -13.6413  20.6027  22.0554
Si  15.0325  -6.0203  23.7214
Si  10.7087  16.6853  22.7256
Si  14.1854  -4.5965  21.105
Si  45.3118  8.6944  12.6396
Si  -15.5475  3.4882  19.4398
Si  -9.0449  -1.7842  21.7556
Si  -12.0065  1.6466  13.6817
Si  -15.7102  0.28  23.6421
Si  -3.8309  -5.4864  12.7484
Si  -11.8126  12.2961  21.9954
Si  31.8411  9.5322  14.3058
Si  27.3893  -12.9895  14.9015
Si  -13.0108  -9.2755  24.5936
Si  1.7222  5.8488  17.1366
Si  19.0967  4.9576  15.4961
Si  -7.9187  -11.9097  14.9115
Si  7.5923  -9.5796  17.7898
Si  -9.7345  -6.6867  24.5468
Si  15.5167  13.3309  21.9106
Si  19.1937  -2.742  12.1485
Si  18.0915  35.073  14.9581
Si  31.1401  3.0798  19.4915
Si  11.0643  4.1501  15.1576
Si  1.0494  18.983  24.2635
O  12.9923  38.0663  20.6916
O  -6.2251  0.9133  11.9619
O  1.4333  -14.6462  16.2711
O  -0.241  3.8842  19.4616
O  -5.1792  10.1106  13.8133
O  13.5703  5.0172  24.4144
O  -3.4944  10.7907  18.3712
O  9.3564  -0.0975  22.1307
O  9.8485  -33.5556  18.9952
O  -6.6938  9.3776  15.8178
O  -5.7816  22.9171  22.6164
O  -18.6856  -8.8781  21.0572
O  18.2969  -6.5185  11.514
O  5.4713  -28.2107  18.6382
O  8.0827  -13.65  18.1331
O  9.5361  7.5353  11.3733
O  -0.4326  -16.0013  21.0984
O  7.4453  1.2172  16.1749
O  7.9387  18.7549  25.2554
O  12.245  -3.8152  12.3331
O  19.6366  -2.1892  13.628
O  19.5632  -8.0733  25.6682
O  5.7749  -20.03  14.2011
O  -12.1542  13.1377  23.3383
O  14.4119  -10.4672  14.2788
O  0.4161  15.2142  23.1073
O  39.6386  9.9915  22.802
O  -14.4991  -9.6857  24.102
O  5.5907  27.016  13.2748
O  16.0253  18.4274  14.1909
O  -2.7131  5.3558  13.9135
O  5.4347  10.6854  25.0179
O  12.2124  -17.3866  16.3013
O  0.2334  -5.8116  25.5492
O  22.8059  -4.1351  23.2021
O  19.9398  -8.7897  18.1544
O  -14.8199  3.7535  15.6367
O  -3.0491  20.2002  20.5232
O  -1.2059  22.321  25.3208
O  -12.0798  -10.732  14.4568
O  -10.92  -19.2301  14.4576
O  -6.5826  -7.5401  23.1851
O  1.5573  4.5885  11.6965
O  6.3554  -8.7565  18.4632
O  5.6286  3.0873  20.8648
O  -3.7975  -3.9307  12.235
O  0.235  -1.5702  13.2463
O  13.7003  -3.1008  21.4701
O  13.9944  -5.2435  13.7102
O  11.931  -1.8877  18.0793
O  -13.5104  -19.5988  13.8544
O  20.5871  4.4587  15.904
O  7.5239  20.3796  11.3998
O  -20.5101  0.4579  19.4648
O  7.7882  17.1373  16.4562
O  16.0317  5.4099  24.9448
O  -2.0407  41.2248  22.8125
O  5.6366  7.0828  17.6943
O  -11.5641  -2.075  15.7734
O  -6.6512  -4.0773  11.6764
O  2.7871  21.4259  21.4801
O  -9.0089  31.3746  11.2962
O  -21.0396  16.9562  18.5211
O  20.2734  2.0682  20.7472

Results
free energy: -149750.334 eV
free energy less fixed offsets of O -568.88, Si -635.61 eV per atom: 0.106 eV

Forces (eV/angstrom), in the order of the atoms: element, x, y, z
Si  -0.0218  -0.1141  0.0008
Si  -0.0322  -0.0824  0.0011
Si  -0.0752  -0.0777  -0.0254
Si  -0.0861  -0.0206  -0.0131
Si  -0.0869  -0.0419  0.0068
Si  -0.0317  -0.098  -0.0043
Si  -0.0968  -0.0464  -0.0235
Si  -0.0508  -0.0912  -0.0286
Si  0.1965  0.1972  -0.0273
Si  0.1973  0.1945  -0.0469
Si  0.1069  0.0412  -0.0165
Si  0.086  0.1063  -0.0031
Si  0.1749  0.2039  -0.0507
Si  0.219  0.1746  -0.0599
Si  0.0872  0.0294  -0.0258
Si  0.0955  0.0639  -0.0095
Si  -0.1441  -0.1553  0.1159
Si  -0.1394  -0.0115  -0.1176
Si  -0.1673  -0.0546  -0.1256
Si  -0.0609  -0.126  0.1514
Si  -0.1881  -0.0988  -0.1093
Si  -0.0543  -0.1281  0.1009
Si  -0.1239  -0.1365  0.129
Si  -0.1574  -0.0726  -0.1561
Si  0.0369  0.0904  0.0058
Si  0.0165  0.1043  0.0153
Si  0.0565  0.0878  0.0053
Si  0.1051  0.0326  -0.0007
Si  0.03  0.0983  -0.0019
Si  0.0823  0.0582  0.0061
Si  0.077  0.0596  0.0009
Si  0.0663  0.0556  -0.0126
Si  0.007  0.0001  -0.0048
Si  -0.0006  0.0099  0.0052
Si  0.0038  -0.0309  0.0071
Si  -0.0107  0.0077  0.0252
Si  -0.0168  0.013  0.0166
Si  0.0028  0.0036  0.0001
Si  0.0037  -0.0028  0.0215
Si  0.002  -0.0033  0.0135
Si  0.0133  0.0005  -0.0058
Si  0.0032  0.0034  0.0018
Si  0.0002  0.0024  0.0084
Si  0.0008  -0.0058  -0.005
Si  0.0011  -0.0017  -0.0016
Si  0.0022  -0.0044  0.0078
Si  -0.0042  -0.0055  0.0029
Si  -0.0032  -0.0018  0.0014
Si  -0.0002  0.0056  -0.0075
Si  -0.0065  0.0001  0.0089
Si  -0.0085  0.0068  0.0097
Si  0.0011  -0.0063  -0.0006
Si  0.0072  -0.0003  0.0066
Si  0.0008  0.0022  -0.0033
Si  -0.0014  -0.0049  0.0029
Si  -0.0012  -0.0023  0.0004
Si  0.0002  -0.0011  0.0062
Si  0.0022  -0.0014  0.0141
Si  0.0034  -0.0063  0.0138
Si  0.0011  -0.0005  0.0046
Si  -0.0036  -0.0039  -0.0005
Si  -0.0026  0.0017  0.0069
Si  -0.0014  -0.0013  0.009
Si  0.0038  0.0026  0.0002
Si  -0.0088  0.0014  -0.004
Si  0.0014  -0.0047  0.0002
Si  -0.01  0.0041  -0.0032
Si  0.0033  -0.007  -0.0027
Si  -0.0006  -0.0076  -0.0024
Si  -0.0053  0.0025  0.0006
Si  -0.0041  -0.0094  0
Si  0.0006  0.0003  -0.0009
Si  0.0024  0.0041  0.001
Si  -0.0004  0.0037  0.0025
Si  0.0006  -0.0019  0.0013
Si  0.0024  0.0013  0.0013
Si  0.0019  0.0079  0.0026
Si  0.0059  -0.0056  0.0031
Si  0  0.0083  0.0029
Si  0.0021  -0.0018  0.0011
Si  -0.0018  -0.0045  0.0009
Si  -0.0026  -0.0057  0.0008
Si  -0.0049  -0.0014  0.0006
Si  -0.0023  -0.0003  -0.0006
Si  -0.0044  -0.0013  0.002
Si  -0.0035  -0.0015  0.0003
Si  -0.0005  -0.0013  0.0002
Si  -0.0013  -0.0014  0.0023
Si  -0.0052  0.0059  0.003
Si  -0.0019  0.0062  0.0018
Si  0.0056  0.0041  0.0028
Si  0.0032  0.0003  0.0027
Si  -0.0031  0.0043  0.0065
Si  0.0002  0.0055  0.0054
Si  0.0047  -0.002  0.0057
Si  0.0037  -0.0018  0.0062
Si  0.0049  -0.0037  0.0074
Si  0.0065  -0.0061  0.0038
Si  -0.0033  -0.0023  -0.0082
Si  -0.0014  -0.0011  -0.0082
Si  0.0011  -0.0009  0.0028
Si  0.0011  0.0035  0.0059
Si  -0.0047  -0.0045  -0.0097
Si  -0.0089  -0.0013  -0.0059
Si  0.0093  0.0038  -0.0085
Si  0.0071  0.0055  -0.0086
Si  -0.0035  -0.0127  -0.0024
Si  -0.0005  -0.0165  -0.005
Si  0.0166  0.0101  -0.0215
Si  0.0139  0.0085  -0.0176
Si  -0.009  -0.0043  -0.0033
Si  -0.0041  -0.0059  0.0017
Si  -0.0196  -0.0052  -0.0016
Si  -0.0136  -0.0092  -0.0158
Si  0.0011  0.0099  -0.0033
Si  -0.0016  0.0144  -0.0031
Si  0.0077  -0.0006  0.0051
Si  -0.0078  0.0012  0.0051
Si  -0.0052  0.0106  -0.0045
Si  -0.0033  -0.0038  -0.0069
Si  -0.0043  0.0012  0.0185
Si  0.008  0.0076  0.0333
Si  -0.0053  -0.0128  0.0152
Si  0.007  -0.0124  0.0052
Si  -0.014  -0.006  0.0054
Si  -0.0117  -0.0016  0.0125
Si  0.0073  -0.0016  -0.0022
Si  0.0093  -0.0017  -0.0029
O  0.0013  0.0007  0.0042
O  -0.0004  -0.0029  0.0048
O  0.0008  -0.0061  -0.0256
O  -0.0057  -0.0054  -0.001
O  -0.0007  -0.0029  0.0058
O  -0.001  -0.0005  0.005
O  0.0034  -0.0022  0.0013
O  -0.0049  -0.0038  0.0065
O  -0.0062  0.0009  0.0044
O  0.0005  -0.0015  0.0028
O  -0.0025  0.0028  -0.0111
O  -0.0002  -0.0026  0.0024
O  -0.0008  -0.0024  0.0043
O  -0.0036  0.0004  0.0053
O  -0.0016  -0.0031  0.0019
O  -0.0028  0.0001  0.0038
Si  0.0064  -0.0016  -0.0094
Si  0.0002  -0.0065  0.0005
Si  -0.0007  -0.0043  -0.002
Si  -0.0009  0.0022  0.0124
Si  -0.0073  -0.0011  -0.0029
Si  0.0013  -0.0049  -0.0034
Si  -0.0034  0.0019  0.0005
Si  -0.0037  -0.0021  0.0011
Si  0.0004  -0.0044  0.0028
Si  -0.0001  -0.0006  -0.0043
Si  0.003  -0.0062  0.0083
Si  0.0046  -0.0043  -0.0031
Si  -0.0036  -0.0032  -0.0135
Si  0.004  -0.0098  -0.0023
Si  0.0017  -0.0043  -0.0023
Si  0.0039  0.0059  -0.0039
Si  -0.0004  0.0004  -0.0055
Si  -0.0006  -0.0027  0.0014
Si  -0.0041  -0.0022  0.0032
Si  -0.0002  0.001  -0.0031
Si  0.0048  0.002  0.0116
Si  -0.0085  0.0067  -0.0025
Si  -0.0061  -0.0076  -0.0029
Si  0.004  -0.0084  -0.0064
Si  0.0027  0.0072  -0.0162
Si  -0.0006  -0.0006  -0.0002
Si  -0.0001  0.0028  -0.0033
Si  -0.0046  -0.0075  -0.005
Si  -0.0021  -0.0014  0.0056
Si  -0.0052  0.0063  -0.0142
Si  0.0021  0.0009  -0.0012
Si  -0.0003  -0.0079  0.0121
Si  0.0026  -0.0009  -0.0011
Si  -0.0042  0.0014  0.0016
Si  0.0059  0.0017  -0.0011
Si  -0.0093  0.0052  -0.0123
O  0.0008  0.0008  0.0024
O  0.0002  -0.0011  -0.009
O  -0.0001  0.0001  0.0034
O  0.0021  -0.0012  0.0029
O  -0.0008  0.0033  0.0018
O  -0.0005  -0.0009  0.0059
O  0  -0.0063  0.0031
O  -0.0032  -0.0051  0.0014
O  -0.0013  -0.0016  0.0047
O  0.0006  -0.0009  0.0114
O  0.0004  -0.0024  0.0056
O  0.0006  -0.0017  0.003
O  -0.003  0.0033  -0.0129
O  0.0006  -0.0048  0.0042
O  -0.0013  0.0007  0.0035
O  0.0072  -0.002  -0.0031
O  -0.0033  0.0004  0.0058
O  -0.003  0.002  -0.0031
O  -0.0027  -0.0033  -0.0017
O  -0.0021  -0.0028  0.001
O  0.0015  0.0002  -0.0005
O  0.003  -0.012  -0.0027
O  -0.003  -0.0061  0.0033
O  0.0024  -0.003  0.003
O  0.0044  0.0065  0.0005
O  -0.0008  -0.0039  0.005
O  -0.0018  0.0005  0.0047
O  -0.0058  -0.0063  0.0025
O  -0.0015  0.0027  -0.0008
O  -0.0029  -0.0087  0.0006
O  -0.0048  -0.0009  0.0031
O  -0.0034  -0.0019  0.0064
O  -0.0039  -0.0039  0.0014
O  0.0041  -0.0048  0.004
O  0.0006  -0.0016  0.007
O  0.0011  -0.0024  0.002
O  -0.0015  -0.0079  0.0036
O  -0.0014  -0.0012  0.0059
O  -0.003  -0.0002  0.004
O  -0.0003  0.0008  0.0011
O  0.0005  -0.0032  0.0013
O  -0.0001  0.0022  0.0043
O  -0.0038  0.0067  -0.0092
O  -0.0031  0.002  0.0053
O  -0.0057  -0.0041  0.003
O  0.0006  0.0009  0.0022
O  0.0004  -0.0026  0.0014
O  -0.0036  0.0014  0.0036
O  -0.0014  0.0007  0.0001
O  -0.0002  -0.0004  0.0007
O  0.002  -0.0037  0.0022
O  -0.002  -0.0024  0.006
O  0.0008  0.0025  0.0168
O  0.0009  -0.0017  0.0044
O  -0.0005  -0.0023  0.0045
O  0.0001  -0.001  0.011
O  -0.0016  -0.0027  0.0067
O  0.0018  0  0.0013
O  -0.0035  0.0021  0.0043
O  0.0022  -0.0017  -0.0105
O  0.0029  -0.0017  0.003
O  0.0009  -0.0069  0.0156
O  -0.0008  0  0.001
O  0.0025  -0.0067  0.0076

The program warned: the cutoff lies below the one the program advises for these potential files; the exchange-correlation potential is rough where the density is thin.
